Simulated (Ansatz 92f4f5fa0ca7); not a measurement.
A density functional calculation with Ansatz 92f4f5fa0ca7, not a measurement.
Periodic cell of 224 atoms, Si132O90B1H1, from a study of silicon, its oxide and their interface. The atomic structure is a simulated model.
Doubt: the cutoff is far below the 930 eV that the study's wrapper takes by default for these files, so forces and energies are approximate.
This geometry differs little from another in the collection (a relaxation step or a small displacement).

Settings
functional: PBE
potential files: Ansatz PAW
basis: plane waves
wave-function cutoff: 580 eV
density cutoff ratio: 5
exchange-correlation grid ratio: 1
k mesh: 1 x 1 x 1, Gamma-centred
self-consistency stop: 5e-08 eV per atom in the density residual
occupations: fixed
spin: none
net charge: 0

Cell vectors (angstrom)
a	10.938	0	0
b	0	10.938	0
c	0	0	33.1599

Atoms and the computed forces on them: element, x, y, z (angstrom), force x, y, z (eV/angstrom)
Si	0.4573	-0.3447	25.796	0.0108	-0.0043	-0.0234
Si	5.3396	0.3286	25.6279	-0.0095	-0.0003	-0.0232
Si	2.9543	2.4221	25.6191	-0.0025	-0.0071	-0.0085
Si	7.9724	3.0305	25.919	-0.0066	0.0141	-0.0259
Si	-0.2767	5.6368	25.6191	-0.0032	0.0048	-0.0192
Si	5.8739	5.3225	25.7225	0.0032	0.0021	-0.0136
Si	2.6483	8.3245	25.5418	0.0027	-0.0029	-0.0058
Si	8.5792	8.0266	25.6533	-0.0032	-0.0086	-0.0168
Si	1.5073	1.299	27.0941	0.0138	-0.0004	0.0025
Si	6.8001	1.4105	27.1142	-0.0039	0.001	0.0069
Si	4.1239	4.124	26.8592	0.0037	0.0016	0.0098
Si	9.6033	4.1591	27.1212	0.0014	0.0053	0.0086
Si	1.4029	6.791	26.884	0.0021	0.0033	0.0073
Si	6.9834	6.8846	27.0399	0.001	-0.0053	0.0093
Si	4.2	9.5531	26.8774	-0.0031	-0.0028	0.0078
Si	9.6968	9.54	27.0449	0.0046	-0.0055	0.0082
Si	2.8418	-0.089	28.4003	-0.0044	-0.0006	0.0014
Si	8.232	-0.0204	28.3586	0.0032	-0.0039	0.0092
Si	0.046	2.6961	28.3724	0.0025	0.0009	0.0058
Si	5.4114	2.7842	28.3939	-0.0075	0.004	0.004
Si	2.7498	5.4436	28.3037	0.0016	-0.0007	-0.0042
Si	8.2289	5.4865	28.4563	-0.0025	0.0049	-0.0004
Si	0.0687	8.1341	28.3817	0.0006	0.0021	0.0053
Si	5.5055	8.1995	28.3365	0.0019	0.0017	-0.0053
Si	4.1018	1.3673	29.7416	0.0782	-0.0291	0.2709
Si	9.5708	1.3673	29.7416	0.055	-0.0651	-0.0968
Si	1.3673	4.1018	29.7416	0.2035	-0.0153	-0.2038
Si	6.8362	4.1018	29.7416	-0.2148	0.0742	0.2316
Si	4.1018	6.8362	29.7416	0.0066	-0.0483	-0.4838
Si	9.5708	6.8362	29.7416	0.3827	0.133	0.5328
Si	1.3673	9.5708	29.7416	0.2727	-0.302	0.07
Si	6.8362	9.5708	29.7416	0.082	-0.0153	-0.1266
Si	0	0	31.1089	-0.0017	0.025	-0.0375
Si	5.469	0	31.1089	0.067	0.1794	-0.0056
Si	2.7345	2.7345	31.1089	-0.0445	-0.0672	-0.009
Si	8.2035	2.7345	31.1089	-0.0503	0.0177	-0.0255
Si	0	5.469	31.1089	-0.0671	0.0937	0.0038
Si	5.469	5.469	31.1089	0.066	-0.0202	0.0022
Si	2.7345	8.2035	31.1089	-0.0845	0.074	0.0167
Si	8.2035	8.2035	31.1089	0.0786	0.0469	-0.0082
Si	1.3673	1.3673	32.4761	-0.0066	0.0303	-0.0043
Si	6.8362	1.3673	32.4761	0.0288	-0.0838	-0.0079
Si	4.1018	4.1018	32.4761	0.0019	0.0014	-0.0174
Si	9.5708	4.1018	32.4761	0.0618	-0.0251	-0.034
Si	1.3673	6.8362	32.4761	0.0589	-0.0822	-0.0145
Si	6.8362	6.8362	32.4761	-0.0184	0.0141	-0.0086
Si	4.1018	9.5708	32.4761	0.0423	-0.061	-0.037
Si	9.5708	9.5708	32.4761	-0.0338	-0.0137	-0.011
Si	2.7345	0	0.6835	-0.0141	0.0073	0.0064
Si	8.2035	0	0.6835	0.0116	0.0734	0.0492
Si	0	2.7345	0.6835	-0.0953	0.0251	0.0105
Si	5.469	2.7345	0.6835	0.0189	0.0136	0.0134
Si	2.7345	5.469	0.6835	-0.0314	0.0262	0.04
Si	8.2035	5.469	0.6835	-0.0005	-0.0141	0.0087
Si	0	8.2035	0.6835	-0.003	0.0006	0.0083
Si	5.469	8.2035	0.6835	-0.0293	0.0838	0.0046
Si	4.1018	1.3673	2.0507	-0.0208	-0.0312	0.0402
Si	9.5708	1.3673	2.0507	0.0858	-0.0194	-0.016
Si	1.3673	4.1018	2.0507	-0.0507	-0.1249	-0.0184
Si	6.8362	4.1018	2.0507	0.0058	0.0043	0.0387
Si	4.1018	6.8362	2.0507	0.0842	-0.031	-0.0194
Si	9.5708	6.8362	2.0507	-0.0225	0.0054	0.0323
Si	1.3673	9.5708	2.0507	-0.0048	0.0169	0.0397
Si	6.8362	9.5708	2.0507	-0.0657	-0.1684	-0.0278
Si	0	0	3.418	0.0437	0.3489	-0.3401
Si	5.469	0	3.418	-0.2293	-0.1701	0.1416
Si	2.7345	2.7345	3.418	-0.3076	-0.0246	0.001
Si	8.2035	2.7345	3.418	0.0507	0.0753	0.1322
Si	0	5.469	3.418	0.0212	-0.0824	0.1667
Si	5.469	5.469	3.418	-0.0761	0.239	-0.208
Si	2.7345	8.2035	3.418	0.071	0.0344	0.2374
Si	8.2035	8.2035	3.418	-0.3797	-0.1536	-0.3383
Si	1.3351	1.3685	4.8139	0.0038	-0.0043	-0.0012
Si	6.793	1.3886	4.7687	0.0004	-0.0035	0.0038
Si	4.0372	4.1691	4.7447	-0.0073	-0.0074	-0.0048
Si	9.561	4.1116	4.8184	-0.0023	0.0012	0.0032
Si	1.3585	6.8426	4.8	-0.0025	0.0063	0.0011
Si	6.8079	6.842	4.7947	0.0085	0.0044	0.0017
Si	4.0753	9.5749	4.8495	-0.0017	0.0005	0.0044
Si	9.5054	9.6271	4.6877	-0.0019	0.0008	0.0059
Si	2.6208	-0.0615	6.238	-0.001	0.003	-0.0111
Si	8.1433	-0.0073	6.1002	0.002	-0.0033	-0.0145
Si	-0.0404	2.7408	6.2251	0	-0.0001	-0.014
Si	5.3307	2.725	6.0439	0.0009	0.0043	-0.004
Si	2.7178	5.4985	6.2316	0.0013	-0.0006	-0.0067
Si	8.1212	5.421	6.1749	-0.0075	0.001	-0.0116
Si	-0.1361	8.2205	5.9947	-0.0034	0.0063	-0.0061
Si	5.4451	8.1898	6.233	-0.0022	-0.0023	-0.0121
Si	3.7712	1.6185	7.4158	-0.0074	0.0097	0.0276
Si	9.6759	1.1143	7.4595	0.0032	-0.0136	0.0109
Si	1.5816	3.8883	7.5357	0.011	-0.0069	0.0318
Si	6.5009	4.1977	7.4169	-0.0052	0	0.0197
Si	4.3758	6.5531	7.5924	0.0067	-0.0085	0.0279
Si	9.2529	7.1144	7.3532	-0.0041	0.0184	0.0153
Si	0.8843	9.73	7.4423	-0.012	-0.0065	0.005
Si	7.0603	9.3726	7.4985	0.0111	-0.0053	0.0162
O	9.601	6.8219	25.1171	0.0014	0.0031	0.0006
O	4.1414	1.3662	25.1	0.0017	-0.0009	0.0004
O	8.1825	8.2355	7.9631	0.0007	-0.006	0.0054
O	2.6965	2.7476	7.9954	0.0046	-0.0009	-0.0057
O	6.9149	4.1198	25.2417	0.0073	-0.0092	0.0031
O	1.5131	9.4773	25.1452	-0.0067	0.0057	-0.0072
O	5.4794	5.3782	7.933	-0.0016	-0.0016	-0.0127
O	-0.1253	0.0105	7.9067	0.0002	-0.001	0.0086
O	6.9399	3.3625	8.775	-0.0091	0.0056	-0.0107
O	6.5224	10.1228	8.8784	0.0017	-0.0045	-0.0121
O	10.1289	6.5398	8.6185	-0.0044	0.0038	-0.0158
O	1.096	8.8291	8.8061	0.0002	0.0009	-0.0082
O	4.5954	1.046	8.7094	-0.0078	0.0046	-0.0199
O	1.0136	4.6031	8.9299	0.0033	-0.0023	-0.0153
O	8.9038	1.5357	8.8636	0.0005	-0.0021	-0.0076
O	3.9446	7.0239	9.1122	0.0038	-0.0048	-0.0164
O	8.0563	8.8722	24.3291	0.005	-0.002	0.0113
O	8.7615	2.2891	24.7056	-0.0116	0.0093	0.0227
O	5.5515	6.2665	24.3954	0.0005	-0.0034	0.0052
O	2.0082	2.8404	24.3207	0.0027	-0.0036	0.0113
O	10.7795	0.4217	24.496	0.0141	-0.0167	0.0261
O	0.1732	4.778	24.2742	-0.0032	0.005	0.0126
O	7.1768	11.8281	20.4957	-0.0016	-0.0009	0.0048
O	6.2321	10.8032	24.3116	-0.001	0.003	0.0126
Si	9.6941	1.3691	23.7729	-0.0005	-0.0005	-0.0212
Si	4.7136	6.3641	20.4083	-0.0016	0.0006	-0.0061
Si	1.0179	8.8645	10.434	-0.0018	0.0003	0.0061
Si	17.2533	5.244	15.9114	-0.0008	0.0009	-0.0033
Si	7.1509	2.1718	19.4655	-0.0012	0.0019	-0.0044
Si	19.237	14.2961	12.618	-0.0006	0.0004	0.003
Si	10.9154	4.9424	16.7913	-0.0043	0.0191	0.0055
Si	9.1001	-0.723	16.4109	-0.0042	-0.004	0.0002
Si	15.2844	10.4423	19.0128	-0.003	-0.003	-0.0039
Si	12.4861	2.9446	18.3134	-0.0003	0.0033	-0.0039
Si	8.3283	2.9216	9.5018	0.0015	-0.0016	0.0125
Si	2.9004	7.8895	18.4158	-0.0016	-0.0053	-0.0057
Si	11.4055	1.0121	16.2944	0.0042	0.0033	-0.0045
Si	0.3411	13.5889	13.5661	-0.0008	0.0058	0.0014
Si	4.1138	2.4057	20.0158	0.0001	0.0006	-0.0049
Si	6.0495	2.4146	14.4307	-0.0021	0.0027	-0.0008
B	6.7827	6.0258	18.5693	0.0013	0.002	-0.0007
Si	5.1844	10.7553	9.5812	0.0006	0.0056	0.0134
Si	15.2359	6.5688	23.4032	0.0047	0.0013	-0.0084
Si	17.8294	10.2069	20.5482	-0.0013	-0.0021	-0.0056
Si	3.0994	4.3077	21.8757	-0.0009	0.0003	-0.0082
Si	11.3524	9.524	14.7973	0.0071	0.058	-0.021
Si	6.4316	11.5496	16.9333	-0.0001	-0.003	-0.0016
Si	5.2293	8.2845	13.1089	-0.0011	0.0018	0.0021
Si	10.5011	5.1823	9.4225	0.0021	0.003	0.0139
Si	3.6581	6.923	15.4482	-0.0012	0.002	0.0075
Si	7.4984	10.1607	23.4918	-0.0034	-0.0001	-0.0098
Si	-2.2804	8.3136	18.7502	0.0004	-0.0039	-0.0008
Si	-0.4353	6.7526	12.0503	-0.0028	-0.0014	0.0024
Si	1.5442	10.959	12.3267	-0.0007	-0.0007	0.0089
Si	10.9614	6.6682	19.0219	-0.0007	-0.008	-0.0194
Si	3.8162	8.1054	10.3165	-0.0016	0.0015	0.0072
Si	0.8092	3.5286	23.4249	0.0024	0.0012	-0.01
Si	9.8702	3.7954	19.09	0.0013	0.0036	-0.0047
Si	4.7773	11.2704	12.5451	0.0034	0.0042	0.0048
Si	7.7658	6.2791	13.5149	-0.0019	-0.0028	0.0069
Si	1.2732	5.338	14.1289	-0.0022	-0.0082	0
O	9.9401	7.7833	19.6104	-0.0026	0.0002	0.0045
O	5.025	1.7627	13.3183	-0.0009	-0.0014	-0.0003
O	11.1676	2.8045	19.3093	-0.0003	-0.0015	0.0025
O	7.23	12.558	17.9372	0.0008	-0.004	-0.0006
O	4.0703	7.9388	14.2264	-0.0032	0.0009	0.0013
O	3.8531	0.8151	19.8366	-0.0009	-0.0013	-0.0008
O	2.3225	8.0304	10.9448	-0.0002	-0.0006	-0.0019
O	-1.2417	4.0448	17.4482	-0.0002	-0.0017	0.0022
O	7.6517	4.8736	12.6539	-0.0014	0.0015	-0.0038
O	9.2876	-2.021	17.3737	0.0043	0.0013	0.0013
O	5.8077	14.8331	15.1087	-0.0005	-0.0021	0.0004
O	5.4283	9.9185	13.2412	-0.0011	-0.0017	0.0008
O	10.6909	8.117	11.1594	-0.0004	0.0018	-0.0048
O	17.5728	5.1091	17.5308	-0.0001	0.0002	0.0026
O	1.2027	10.5975	15.76	-0.0004	-0.0005	-0.004
O	5.8666	12.3453	15.6696	-0.0005	0.0006	-0.0013
O	1.5563	7.249	19.1385	0.0029	0.002	0.0043
O	19.3894	3.1931	19.6858	-0.0016	-0.0025	0.0036
O	7.6304	18.0353	18.3965	-0.0027	0.0007	0.0021
O	12.4556	1.6273	17.3643	-0.002	-0.0003	-0.0026
O	3.1603	11.0805	12.4377	-0.0056	0.0012	-0.0054
O	3.2949	7.6546	24.1395	-0.001	0.0023	0.0058
O	18.9346	9.5222	19.5835	-0.0009	0.0002	0.0019
O	9.4019	4.0567	9.0769	-0.0014	0.0021	-0.0064
O	11.9123	9.7813	13.3064	0.0051	0.0133	-0.0211
O	3.8009	2.8554	21.5674	-0.0001	-0.0023	0.0009
O	4.831	7.0546	21.9138	-0.0014	-0.0011	0.0038
O	1.1046	10.4455	10.8438	-0.0003	0.0032	-0.0051
O	5.0561	6.2546	15.9076	-0.0024	0.0006	-0.0012
O	18.4421	10.4776	16.3469	0.0019	-0.0005	-0.0016
O	-2.823	2.7756	11.1032	0.0004	0.0002	-0.0005
O	6.6043	7.4138	13.3085	-0.0013	0.0003	-0.0023
O	5.662	2.8505	19.6697	0	-0.0006	0.0012
O	10.9586	5.1226	15.1941	0.0024	0.0029	-0.0017
O	16.0876	10.8361	17.6404	0.0027	-0.0021	-0.0001
O	9.9603	11.5125	16.962	0.0012	0.0018	0.0016
O	0.1736	2.0815	15.0924	-0.0007	-0.0015	-0.0012
O	3.5835	5.0969	23.2259	-0.0007	-0.0002	0.0045
O	13.9532	-3.3423	16.8097	0.0066	-0.0037	0.0039
O	11.6527	7.995	15.2141	-0.0089	-0.106	0.2763
O	5.4813	11.3534	11.0658	0.0002	-0.0005	-0.0067
O	4.0557	-1.3568	9.6561	0.0002	-0.0003	-0.0077
O	8.6504	11.2628	23.0736	-0.0011	0.0001	0.0042
O	4.8169	7.8672	11.5757	-0.0012	-0.0007	-0.0016
O	10.6061	2.4467	22.9268	-0.0001	0.0002	0.0018
O	3.5479	5.2306	20.6035	0.0006	-0.0021	0.0022
O	7.6268	5.8519	15.1091	0.0003	0.0015	-0.0021
O	-0.5447	5.4924	11.0092	0	-0.0003	-0.0046
O	9.7335	9.8469	14.941	-0.0163	-0.0031	-0.0019
O	0.8296	12.3877	12.5912	-0.0013	0.0013	-0.0067
O	6.9697	9.6269	22.056	-0.0004	0.0009	0.0042
O	1.4744	3.8313	13.5099	-0.0001	-0.001	-0.0037
O	4.187	7.2946	19.1982	-0.0022	0.0008	0.0029
O	2.6445	5.7875	14.8661	-0.001	-0.0005	-0.0019
O	9.8705	14.2157	13.0336	-0.0015	-0.0004	-0.0028
O	3.0491	9.5098	18.6696	0.0027	0.0019	0.004
O	9.1912	6.9197	13.025	0.0001	0.0032	-0.0006
O	17.0841	5.8428	19.798	0.002	-0.0006	0.0015
O	0.8547	6.3931	12.9737	0	0.0023	-0.0004
O	10.7679	6.4685	17.3918	0.0169	0.0042	-0.0058
O	16.3653	9.7353	20.0079	-0.002	0.0012	0.0023
O	1.4897	4.103	22.0468	-0.0027	-0.0019	0.0041
O	10.4263	5.2494	19.7013	-0.0038	-0.0038	0.0086
O	23.2487	4.2935	17.3821	-0.0023	-0.0008	-0.0001
O	13.9337	3.084	19.0228	-0.0007	0.001	0.0016
O	7.5134	2.4245	13.7067	0	0.0006	-0.0023
H	11.2773	7.6734	16.0681	0.0172	0.0403	-0.2388

Results
free energy: -135271.463 eV
free energy less fixed offsets of B -154.04, H -15.97, O -568.88, Si -635.61 eV per atom: -1.733 eV

The program warned: the cutoff lies below the one the program advises for these potential files; the forces do not sum to zero within the program's tolerance; the exchange-correlation potential is rough where the density is thin.
